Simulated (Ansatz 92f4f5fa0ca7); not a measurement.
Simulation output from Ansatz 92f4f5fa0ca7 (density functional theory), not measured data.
Periodic cell of 215 atoms, Si132O82P1, from a study of silicon, its oxide and their interface. The atomic structure is a simulated model.
Doubt: the cutoff is far below the 930 eV that the study's wrapper takes by default for these files, so forces and energies are approximate.
This geometry differs little from another in the collection (a relaxation step or a small displacement).

Settings: functional PBE; potential files Ansatz PAW; basis plane waves; wave-function cutoff 580 eV; density cutoff ratio 5; exchange-correlation grid ratio 1; k mesh 1 x 1 x 1, Gamma-centred; self-consistency stop 5e-08 eV per atom in the density residual; occupations fixed; spin none; net charge +1 e, with a uniform compensating background and no finite-size correction.

Cell vectors (angstrom)
a  10.938  0  0
b  0  10.938  0
c  0  0  31.5432

Atoms: element, x, y, z (angstrom)
Si  10.4355  0.5757  24.3443
Si  6.0453  10.5049  24.1588
Si  2.1308  3.2475  24.087
Si  8.7032  2.2584  24.3126
Si  0.5027  5.0556  24.1712
Si  5.0546  5.8931  24.1957
Si  3.3989  7.6502  24.1644
Si  7.8315  8.8296  23.9966
Si  1.3423  1.4808  25.4615
Si  6.9246  1.2998  25.5108
Si  4.0279  4.1016  25.3291
Si  9.6709  4.0947  25.4283
Si  1.5026  6.8152  25.3766
Si  6.8988  6.9472  25.2425
Si  4.2335  9.5297  25.352
Si  9.5295  9.6431  25.4417
Si  2.7804  0.0058  26.6458
Si  8.2298  -0.0268  26.9548
Si  0.02  2.769  26.9261
Si  5.4513  2.7364  26.6691
Si  2.7642  5.4388  26.8447
Si  8.2276  5.5243  26.6308
Si  0.0439  8.2131  26.655
Si  5.5599  8.1961  26.8
Si  4.1103  1.367  28.0728
Si  9.5987  1.3721  28.2493
Si  1.3965  4.1219  28.2435
Si  6.8387  4.1363  28.0255
Si  4.1645  6.8224  28.1482
Si  9.5993  6.8522  28.0531
Si  1.3956  9.5917  28.0522
Si  6.8522  9.5352  28.2462
Si  0.0522  -0.0204  29.5383
Si  5.4475  0.0125  29.4928
Si  2.7716  2.7075  29.5289
Si  8.1729  2.7733  29.4799
Si  -0.0156  5.5067  29.4993
Si  5.5114  5.4494  29.5111
Si  2.7543  8.2144  29.4494
Si  8.2572  8.1613  29.5348
Si  1.3989  1.3588  30.9137
Si  6.8152  1.382  30.84
Si  4.1306  4.0854  30.8891
Si  9.5517  4.1247  30.8454
Si  1.3761  6.8611  30.8318
Si  6.8737  6.8041  30.9015
Si  4.094  9.5775  30.8488
Si  9.6033  9.5486  30.9023
Si  2.7553  -0.0298  0.7262
Si  8.1722  0.0025  0.6648
Si  -0.0283  2.7566  0.6742
Si  5.4823  2.7084  0.7195
Si  2.7162  5.4785  0.6656
Si  8.2211  5.4313  0.7407
Si  0.0393  8.1758  0.719
Si  5.4701  8.2117  0.6689
Si  4.1237  1.3314  2.086
Si  9.5177  1.3862  2.0194
Si  1.3225  4.1375  2.0555
Si  6.8497  4.0517  2.0941
Si  4.08  6.8578  2.0213
Si  9.6139  6.7962  2.0805
Si  1.3899  9.5421  2.089
Si  6.8206  9.5718  2.0721
Si  -0.056  -0.0065  3.3217
Si  5.4605  -0.0259  3.5232
Si  2.7009  2.7277  3.3426
Si  8.1898  2.6791  3.5132
Si  -0.015  5.4638  3.5525
Si  5.4457  5.4737  3.3333
Si  2.7519  8.1853  3.4953
Si  8.2241  8.1698  3.3794
Si  1.2677  1.3709  4.6579
Si  6.8429  1.2962  4.9331
Si  4.0545  4.1237  4.6576
Si  9.5264  4.0539  4.9122
Si  1.3907  6.8646  4.9232
Si  6.8346  6.7964  4.6932
Si  4.1004  9.5289  4.9254
Si  9.5667  9.5857  4.736
Si  2.596  0.0505  6.0992
Si  8.2152  -0.1622  6.2835
Si  -0.0054  2.6544  6.2034
Si  5.3669  2.756  6.0685
Si  2.7612  5.4261  6.1869
Si  8.0971  5.4342  6.189
Si  -0.0166  8.298  6.2164
Si  5.5729  8.1339  6.1826
Si  3.4583  1.9542  7.1946
Si  9.9933  0.8513  7.4585
Si  1.7566  3.6606  7.384
Si  6.2112  4.5014  7.3983
Si  4.659  6.2948  7.2898
Si  9.1652  7.1825  7.3554
P  0.8657  10.1827  7.4657
Si  7.4125  8.8655  7.5213
O  4.6242  6.5992  8.9178
O  1.3298  3.9435  8.9641
O  9.7662  6.5176  8.7468
O  1.2542  10.1506  9.0573
O  6.063  4.181  9.0292
O  3.7277  1.621  8.7692
O  7.1599  8.9401  9.1674
O  9.6857  1.0138  9.0706
O  8.2357  2.5452  22.7594
O  10.995  5.5565  22.657
O  5.624  0.1067  22.6591
O  5.2916  5.3955  22.6355
O  2.1529  2.8027  22.486
O  3.3311  7.8627  22.5171
O  8.3845  8.7479  22.4227
O  -0.1589  11.2331  22.7628
Si  2.1659  2.9756  12.8972
Si  8.7013  1.2886  10.3571
Si  1.0661  4.5078  15.3506
Si  7.5291  5.5617  12.1953
Si  2.415  8.1848  21.213
Si  5.3799  7.7958  12.4748
Si  9.2747  0.4632  15.4963
Si  2.92  -0.0312  16.6717
Si  10.478  1.1657  12.6031
Si  7.764  2.8334  21.241
Si  9.1371  8.7918  14.4586
Si  1.4621  4.7687  10.3711
Si  4.4859  9.4883  19.1454
Si  11.0748  6.1023  21.1229
Si  6.6221  10.4497  14.8494
Si  5.3896  0.7352  21.183
Si  2.3224  9.7903  10.3096
Si  0.4317  10.637  21.3898
Si  5.8517  5.2563  21.1244
Si  3.6167  7.0875  10.0758
Si  9.0427  5.6891  14.8437
Si  3.6559  4.0839  19.0926
Si  10.029  3.6674  19.3288
Si  4.2615  8.6742  15.3815
Si  0.4601  1.9288  17.1662
Si  6.794  7.539  19.2539
Si  5.2561  3.6285  16.7419
Si  7.7837  5.0185  17.5333
Si  6.6669  9.9077  10.3875
Si  4.3953  1.0235  10.0955
Si  -0.0596  9.0942  11.8829
Si  9.1038  8.6365  20.9452
Si  4.5611  1.6685  14.5845
Si  2.4473  2.0865  21.0488
Si  6.3532  3.2987  10.37
Si  3.4278  5.9198  16.7352
Si  9.8675  6.5297  10.3692
O  0.1205  2.6324  18.594
O  2.9312  9.6398  15.5953
O  10.8589  4.8091  20.1547
O  7.6064  2.3814  9.8852
O  10.9329  5.3632  10.836
O  6.5353  6.7003  12.8144
O  10.27  8.0734  10.7649
O  7.6703  9.4576  13.9938
O  8.3967  6.1901  10.9652
O  5.3583  10.4796  20.0915
O  2.1813  3.747  11.4359
O  7.9762  8.5498  19.7653
O  6.2057  6.7353  20.5523
O  5.5139  2.721  15.4085
O  1.3054  0.9305  20.7068
O  6.0409  9.0545  11.6314
O  4.6096  4.9892  16.1072
O  6.5934  3.9115  17.6342
O  10.5348  10.6797  11.7924
O  5.5855  0.4976  13.991
O  8.0225  5.1023  15.9369
O  9.7465  9.8251  15.5736
O  -0.3972  5.1483  15.1105
O  1.5737  6.8351  20.813
O  1.5072  0.6485  17.1868
O  6.5982  1.7702  20.8163
O  1.0253  1.7945  12.8176
O  3.2349  5.4945  18.3243
O  9.5449  2.0144  11.5595
O  1.022  3.1121  16.1913
O  8.565  5.1529  13.3789
O  10.2843  8.5915  13.3012
O  1.4454  9.4016  21.6884
O  10.0776  9.9415  20.6175
O  3.1604  0.1765  10.8099
O  5.1098  2.3064  10.8353
O  1.7437  4.1541  13.9198
O  7.9209  10.8603  10.8474
O  9.132  4.4712  18.2364
O  5.6471  9.5001  15.7773
O  5.5314  -0.0711  9.7209
O  3.6028  2.306  13.3878
O  1.9748  5.663  16.0435
O  9.7147  1.0516  14.0281
O  4.2972  7.0303  11.5339
O  4.753  4.4918  20.2145
O  9.963  1.3536  16.6411
O  6.6922  4.2689  11.6372
O  5.5847  8.4115  18.5826
O  9.0756  2.7385  20.278
O  3.604  1.1384  15.7817
O  4.2157  3.0789  17.9027
O  9.9192  7.2245  20.9029
O  3.2695  8.6387  9.671
O  3.9393  7.4288  16.3865
O  7.6415  0.4862  15.6938
O  8.932  7.3041  15.0319
O  3.9327  1.4432  21.1548
O  1.5616  9.1203  11.5946
O  2.3214  6.1233  10.0933
O  7.3491  6.4654  18.1523
O  7.2165  4.3661  21.1275
O  4.5467  8.244  13.8121
O  3.3313  8.6646  19.9611
O  2.4918  3.2407  19.8772
O  3.7511  10.3776  17.981

Results
free energy: -131309.788 eV
free energy less fixed offsets of O -568.88, P -755.39, Si -635.61 eV per atom: -5.718 eV

Forces (eV/angstrom), in the order of the atoms: element, x, y, z
Si  0  -0.0005  -0.0057
Si  -0.0013  0.0012  -0.0046
Si  -0.0006  -0.0009  -0.0061
Si  -0.0009  0.0001  -0.0049
Si  -0.0004  0.0005  -0.005
Si  -0.0002  -0.0022  -0.0054
Si  -0.0002  0.0007  -0.0059
Si  0.002  -0.0001  -0.005
Si  -0.0004  0.0016  0.0049
Si  0.001  -0.0018  0.0049
Si  -0.0005  -0.0008  0.0028
Si  0.0008  -0.0009  0.0043
Si  0.0005  -0.0013  0.0036
Si  0.0002  0.001  0.0019
Si  0.0002  -0.0002  0.0027
Si  -0.0025  -0.0002  0.005
Si  0.0003  0.0005  -0.0049
Si  0.0011  0.001  0.0005
Si  0.0003  0  0.0011
Si  -0.0001  0.0003  -0.004
Si  -0.0007  0.0003  -0.0006
Si  0.0012  0  -0.0043
Si  0.0011  0.0019  -0.0042
Si  0.001  0.0012  -0.0008
Si  -0.0001  0.0015  0.002
Si  -0.0008  -0.0004  -0.0087
Si  0.0009  -0.0021  -0.0097
Si  0.0005  -0.003  0.0058
Si  -0.0037  0.0011  0.0015
Si  -0.0013  0.0002  0.0029
Si  -0.0016  -0.0012  0.0054
Si  0.002  0.0024  -0.0089
Si  0.0023  -0.0028  -0.0007
Si  -0.0018  0.0019  0.0012
Si  0.0023  -0.0015  0.0012
Si  -0.0035  0.0038  -0.0019
Si  -0.0025  0.0019  0.0015
Si  0.0025  -0.0023  -0.0011
Si  -0.0003  0.0015  -0.0035
Si  0.0025  -0.0031  0.0014
Si  -0.0014  0.0013  0.0011
Si  0.0031  -0.0004  0.0003
Si  -0.0007  0.0016  -0.0002
Si  -0.0006  -0.0023  0.0007
Si  0.0033  -0.0008  0
Si  -0.0031  0.0009  0.0006
Si  -0.0004  -0.0039  0.0007
Si  0  0.0022  0.0004
Si  0.0019  0.0004  -0.0022
Si  -0.0027  0.0008  -0.0004
Si  0  0.0018  0.0002
Si  -0.0006  -0.0006  -0.0015
Si  -0.0015  -0.0006  0.0005
Si  0.0017  -0.0002  -0.0015
Si  -0.0012  -0.0012  -0.0015
Si  0.0018  0.0041  0.0004
Si  0.0005  0  0.0032
Si  -0.0004  -0.0002  -0.0045
Si  0.0012  0.0025  0.0014
Si  0.0011  -0.0014  0
Si  -0.0013  -0.0005  -0.0044
Si  0.0008  -0.0023  0.0024
Si  -0.0004  0.002  -0.0003
Si  0.0004  -0.0072  0.0026
Si  0.0034  0.0021  0.0076
Si  0.0021  -0.001  -0.0063
Si  -0.008  -0.0007  0.0076
Si  -0.0001  0.0026  -0.0054
Si  0.0001  -0.004  -0.0079
Si  -0.0003  0.0007  0.0117
Si  0.0021  -0.0007  -0.0032
Si  -0.0026  0.0166  0.003
Si  0.0076  0.003  -0.0049
Si  -0.0002  -0.0037  0.0064
Si  0.0026  -0.0018  0.0012
Si  0  0.002  0.0085
Si  0.0059  -0.0057  0.0015
Si  0.0009  -0.0061  -0.0002
Si  0.0002  0.0007  0.0032
Si  0.0004  -0.0207  -0.0013
Si  -0.009  0.0099  -0.0033
Si  -0.0049  0.0025  -0.0062
Si  -0.0033  0.0024  -0.0111
Si  -0.0045  0.0059  -0.0018
Si  0.0018  -0.001  -0.0065
Si  0  0.0009  -0.0035
Si  -0.0089  0.0483  -0.0035
Si  0.0007  -0.0007  -0.0059
Si  0.0026  -0.0033  0.0011
Si  -0.0044  -0.0007  0.0197
Si  -0.0002  0.0004  0.0122
Si  0.0007  0.0018  0.0051
Si  0.0044  -0.0093  0.0085
Si  -0.0086  -0.0147  0.0039
P  0.0069  -0.0332  -0.0436
Si  0.0057  0.0082  0.013
O  -0.0029  0.0031  -0.007
O  0.0013  -0.0016  -0.01
O  0  0.0053  -0.0078
O  0.0075  -0.0035  0.0525
O  -0.0003  -0.0005  -0.0045
O  -0.0007  0.0028  -0.0015
O  0.0018  -0.0038  -0.0109
O  0.0019  0.0005  -0.0138
O  0.0017  -0.0011  0.0066
O  0.0013  -0.0017  0.0063
O  0.0012  -0.0017  0.006
O  -0.0013  0.002  0.0074
O  -0.0003  0.002  0.0075
O  0.0017  -0.001  0.0074
O  -0.0027  0.0006  0.0069
O  -0.0011  0.0015  0.0065
Si  0.0003  -0.0006  0.0059
Si  -0.0013  0.0024  0.0086
Si  -0.001  0.0002  0.0037
Si  -0.0004  -0.0009  0.0041
Si  -0.0014  0.0008  -0.005
Si  0.0011  -0.0003  0.0063
Si  -0.0007  -0.0004  0.0033
Si  -0.0004  0.0002  0.0008
Si  -0.001  -0.0005  0.0058
Si  -0.0005  0.0009  -0.0053
Si  -0.0008  0  0.0044
Si  0.0021  -0.0024  0.0071
Si  0.0002  0.0005  -0.0021
Si  -0.0001  0.0004  -0.0051
Si  0.0005  0.0002  0.0026
Si  -0.0008  0.0004  -0.0052
Si  -0.0066  0.0033  0.0002
Si  0.0014  -0.001  -0.0042
Si  0.001  -0.0005  -0.0061
Si  0.0019  -0.0014  0.0099
Si  0.0007  0  0.0039
Si  -0.0001  0.0001  -0.0023
Si  0  -0.0002  -0.0024
Si  -0.0012  0.0003  0.0036
Si  0.0002  0  0.0002
Si  -0.0003  -0.0002  -0.0021
Si  -0.0003  0.0006  0.0015
Si  -0.0003  -0.0004  0.0004
Si  -0.0013  0.0011  0.0067
Si  0.0009  0.0017  0.0026
Si  -0.0038  0.0003  0.008
Si  0.0008  -0.0005  -0.0048
Si  0.0003  -0.0002  0.0037
Si  0.0011  -0.0003  -0.005
Si  0.0023  0.0026  0.0034
Si  0.0001  -0.0002  0.001
Si  -0.0025  -0.0006  0.0099
O  -0.0004  0.0004  0.0008
O  0.0001  -0.0002  -0.0006
O  0.0005  0.0012  0.002
O  0.0004  0.0005  -0.0009
O  -0.0002  0.0004  -0.0027
O  0.0002  0.0001  -0.0026
O  0.0007  -0.0017  -0.0032
O  -0.0001  -0.0005  -0.0015
O  0.0029  -0.0002  -0.0029
O  0  0.0007  0.0021
O  -0.0017  0.0024  -0.005
O  0.0008  0.0003  0.0016
O  -0.0005  -0.0007  0.0019
O  -0.0002  -0.0004  -0.0013
O  -0.0007  -0.0001  0.0015
O  0.0009  0.002  -0.0047
O  0.0005  -0.0004  -0.0008
O  0.0001  0  -0.0001
O  -0.0007  0.0006  -0.0008
O  -0.0002  0.0001  -0.0015
O  0.0002  -0.0001  -0.0015
O  -0.0003  -0.0007  -0.0022
O  -0.0004  -0.0002  -0.0013
O  0.0002  0  0.0016
O  0  0  -0.0003
O  0.0002  -0.0004  0.0018
O  -0.0001  -0.0003  -0.002
O  0  -0.0002  0.0008
O  -0.0012  -0.0019  -0.0035
O  -0.0002  0.0001  -0.0011
O  -0.0009  0.0001  -0.0027
O  0.0025  0.0006  -0.0058
O  -0.0002  0  0.0009
O  -0.0002  0  0.0016
O  0.0021  0.0022  -0.0043
O  -0.0029  -0.0033  -0.002
O  0.0005  -0.0007  -0.0031
O  -0.0007  -0.001  -0.0019
O  0.0003  -0.0004  0.0004
O  -0.0002  -0.0004  -0.0011
O  -0.0006  -0.001  -0.0027
O  -0.0013  0.0005  -0.0025
O  -0.0005  -0.0003  -0.001
O  0.0017  0.0005  -0.0051
O  -0.0041  -0.0004  -0.0076
O  0.0009  0.0006  0.0021
O  -0.0001  -0.0003  -0.0007
O  -0.0003  -0.0013  -0.0028
O  -0.0002  0.0002  0.0006
O  -0.0005  -0.0005  0.0018
O  0.0002  0.0002  -0.0012
O  -0.0001  -0.0002  0.0002
O  0  0  0.0013
O  0.0015  -0.001  -0.0011
O  0.0004  0.0008  -0.0014
O  -0.0001  -0.0001  -0.0008
O  0.0002  0.0011  -0.0019
O  0.0008  -0.0003  0.0015
O  0.001  -0.0002  -0.0042
O  0.0009  0.0014  -0.0015
O  -0.0003  0.0005  0.0004
O  -0.0002  -0.0003  0.0014
O  0.0007  -0.0007  -0.0039
O  -0.0005  -0.0008  0.0017
O  -0.0005  -0.0009  0.002
O  0.0004  -0.0007  0.0004

The program warned: the cutoff lies below the one the program advises for these potential files; the exchange-correlation potential is rough where the density is thin.
